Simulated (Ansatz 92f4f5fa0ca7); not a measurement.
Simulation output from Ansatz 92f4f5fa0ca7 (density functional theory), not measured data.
Periodic cell of 208 atoms, Si128O80, from a study of silicon, its oxide and their interface. The atomic structure is a simulated model.
This geometry differs little from another in the collection (a relaxation step or a small displacement).

Settings: functional r2SCAN; potential files Ansatz PAW; basis plane waves; wave-function cutoff 800 eV; density cutoff ratio 5; exchange-correlation grid ratio 1; k mesh 1 x 1 x 1, shifted by 0.5 0.5 0 of a step; self-consistency stop 1e-10 eV per atom in the density residual; occupations fixed; spin none; net charge 0.

Cell vectors (angstrom)
a, 10.88, 0, 0
b, 0, 10.88, 0
c, -4.5251, -1.506, 29.9014

Atoms and the computed forces on them: element, x, y, z (angstrom), force x, y, z (eV/angstrom)
Si, 1.4332, -1.6056, 0.1608, -0.0009, -0.0006, -0.0029
Si, 4.4194, 1.1166, 0.2212, -0.0001, 0.0014, -0.0026
Si, 1.0184, 4.365, 0.0049, 0.0002, -0.0003, -0.0014
Si, 3.6835, -3.79, -0.0692, -0.0004, 0, -0.0019
Si, -4.2596, -1.1018, 0.1432, 0.0001, 0, -0.0031
Si, -1.5295, 1.5954, 0.0615, 0.0003, 0.0001, -0.0032
Si, 7.1043, 3.777, 0.0516, -0.0007, 0.0003, -0.0026
Si, -1.1589, -4.2237, 0.1649, -0.0007, 0.0009, -0.0024
Si, 2.6966, -0.0053, 1.3617, -0.0003, 0.0001, -0.0012
Si, 5.5368, 2.7176, 1.4549, 0.0002, 0.0007, -0.0011
Si, 2.6932, -5.4438, 1.2852, 0.0003, 0, -0.001
Si, 5.3862, -2.7539, 1.2567, -0.0004, -0.0003, -0.001
Si, -2.6763, 0.0316, 1.4151, 0.0004, 0.0002, 0.0008
Si, -0.0114, 2.7662, 1.3826, 0.0001, 0.0001, -0.0006
Si, 8.1594, 5.4105, 1.3782, -0.0004, -0.0001, -0.0008
Si, -0.0101, -2.7517, 1.5524, -0.0009, 0.0002, -0.0013
Si, 1.3639, 1.3867, 2.7002, 0, -0.0004, -0.0001
Si, 4.082, 4.1049, 2.6676, -0.0002, 0.0004, -0.0009
Si, 1.388, -4.1452, 2.8021, 0.0001, -0.0002, 0.0001
Si, 4.0673, -1.3974, 2.7153, -0.0005, 0.0002, 0.0006
Si, 6.8601, 1.3565, 2.8308, 0.0003, 0, 0.0002
Si, 9.5225, 4.0901, 2.7894, -0.0004, 0.0001, -0.0009
Si, 6.7524, 6.7934, 2.6558, -0.0003, 0.0004, -0.0006
Si, -1.3703, -1.3356, 2.7849, -0.0005, 0.0006, -0.0002
Si, 0.0111, 0.0318, 4.0872, -0.0002, 0.0005, -0.0004
Si, 2.73, 2.7402, 4.049, -0.0002, 0.0002, -0.0004
Si, 0.0074, 5.4194, 4.1497, 0.0004, 0.0003, -0.0003
Si, 2.7386, -2.7417, 4.1105, 0.0005, 0, 0.0006
Si, 5.4372, -0.0312, 4.0894, 0, -0.0002, -0.0008
Si, 8.192, 2.7294, 4.1597, -0.0002, -0.0006, -0.0006
Si, 5.4238, 5.453, 4.0548, -0.0005, 0.0004, -0.0003
Si, 8.1153, -2.7283, 4.0563, -0.0003, 0.0001, -0.0008
Si, 1.4029, -1.3653, 10.9079, 0.0001, 0.0004, -0.0006
Si, 4.1006, 1.3484, 10.9157, 0.0006, 0.0004, -0.0006
Si, 1.3679, 4.0967, 10.7928, 0.0004, 0.0005, 0.0004
Si, 4.0692, -4.056, 10.8392, -0.0004, 0.0003, -0.0018
Si, 6.7536, -1.3453, 10.7811, -0.0003, 0.001, -0.0003
Si, -1.3842, 1.3767, 10.8373, -0.0004, 0.0001, -0.0006
Si, 6.8135, 4.0385, 10.9136, -0.0001, 0, -0.0009
Si, -1.3413, 6.7824, 10.8739, 0.0001, 0.0001, 0.0004
Si, 2.766, -0.011, 12.3051, 0.0005, -0.0001, -0.0002
Si, 5.4521, 2.6882, 12.3115, -0.0003, -0.0002, -0.0008
Si, 2.6929, 5.4622, 12.1603, -0.0005, 0.0003, 0.0005
Si, 5.4366, -2.6844, 12.175, 0, 0.0006, 0.0009
Si, -2.8306, 0.034, 12.1253, -0.0008, 0, -0.0007
Si, 0.0261, 2.7427, 12.1355, -0.0002, 0.0009, 0
Si, 8.1913, 5.4101, 12.2377, 0.0004, 0.0003, -0.0012
Si, 0.0327, -2.7451, 12.2217, -0.0001, -0.0006, -0.0015
Si, 1.3628, 1.4124, 13.5445, 0.0004, 0.0001, 0.0018
Si, 4.0563, 4.131, 13.5329, 0.0003, 0.0005, -0.0015
Si, 1.3764, -4.1021, 13.6213, -0.0002, 0, -0.0018
Si, 4.1534, -1.3678, 13.682, 0.0001, 0.0001, 0.0011
Si, -4.0931, 1.3067, 13.7092, 0.0001, 0.0005, -0.0011
Si, -1.2775, 4.071, 13.5693, 0.0003, 0.0004, 0.0011
Si, 6.798, -4.0717, 13.4968, 0.0005, 0.0005, 0.0011
Si, -1.4365, -1.3422, 13.3587, 0.0001, -0.0003, -0.001
Si, -0.3118, 0.2081, 14.6394, 0.0006, -0.0017, 0.0035
Si, 2.5024, 3.0071, 14.8573, 0.0002, -0.0011, 0.001
Si, 0.2681, -5.6862, 14.9784, -0.0005, 0.0002, 0.0031
Si, 3.0082, -3.0038, 14.9047, 0.001, 0.0003, 0.0018
Si, 5.7917, -0.378, 15.1135, -0.0008, 0.0002, 0.0024
Si, -2.3939, 2.4621, 14.837, 0.0006, 0.0001, 0.001
Si, 5.2267, 5.695, 14.8242, 0.0009, 0.0007, 0.0013
Si, -2.8437, -2.5574, 14.7668, 0, -0.0004, 0.0006
Si, -1.5777, 5.08, -4.2019, 0, -0.0002, -0.0008
Si, -1.2173, 3.339, 20.498, -0.0007, -0.0006, -0.0004
Si, 6.8227, 2.4748, 19.3014, -0.0001, 0.001, 0.0007
Si, 2.5764, -4.6517, 19.8804, -0.0001, 0.0002, 0
Si, 1.864, 3.401, 19.5675, -0.0002, 0.0006, 0.0004
Si, 2.1593, 2.2968, -4.7447, 0.0002, -0.0001, -0.0009
Si, 4.115, -2.0976, 20.2075, -0.0001, -0.0013, -0.0004
Si, 5.298, 0.1631, 18.2666, 0.0001, -0.0018, 0.0031
Si, 3.2849, 1.1815, -2.4742, 0, 0.0003, -0.0026
Si, 1.1086, 4.4244, -3.0022, -0.0003, 0.0007, -0.0009
Si, 3.6757, -2.8617, -5.601, -0.0004, -0.0005, -0.0011
Si, 2.8633, 1.5472, 17.4795, -0.0016, -0.0023, -0.0015
Si, 4.8599, -0.3896, -4.4436, -0.0001, -0.0002, -0.0018
Si, 7.8896, -2.8949, -1.9795, 0.0005, -0.0002, -0.0034
Si, 1.4052, -1.1861, 16.8011, -0.0093, 0.0023, 0.0055
Si, 1.3474, -1.5958, 21.4238, 0.0005, -0.0001, -0.0003
Si, 0.1797, -2.8113, 19.0995, 0.0026, 0.0009, 0.0001
Si, 6.2003, -2.8252, -7.1092, -0.0001, 0, -0.0006
Si, 4.3499, 2.6768, 21.3586, 0.0002, -0.0006, -0.001
Si, 3.7115, 3.7632, -6.7496, -0.0002, -0.0007, -0.0003
Si, 3.813, -4.7778, -3.1133, -0.0003, 0.0005, -0.0029
Si, 0.0908, 0.247, -5.0297, -0.0004, -0.0005, -0.0011
Si, 5.8684, 1.9333, -6.2384, 0.0004, -0.0002, -0.0011
Si, 6.5507, 5.3911, -2.5689, 0.0002, 0, -0.0032
Si, -1.9742, 2.4944, -6.0211, -0.0004, -0.0006, -0.0013
Si, -1.5701, -4.3147, 17.1103, -0.0009, 0.0012, 0.0022
Si, 7.5731, -1.9522, -4.7933, 0, -0.0001, -0.0023
Si, -0.9062, -4.4916, -6.7734, -0.0003, -0.0001, -0.0018
Si, 0.2931, 0.1198, -2.0406, 0.0005, -0.0004, -0.0014
Si, -1.1791, -1.4147, -6.8832, -0.0001, 0.0002, -0.0014
Si, 2.1535, -4.6588, -7.0877, -0.0004, -0.0004, -0.0007
Si, 7.1344, 4.3466, 16.9832, 0.0003, 0.0007, 0.0011
Si, 1.3603, -1.3534, 5.4215, 0.0003, 0, 0.0001
Si, 4.0759, 1.3657, 5.4121, 0.0001, 0.0004, -0.0001
Si, 1.3797, 4.0557, 5.4717, -0.0004, 0.0002, -0.0006
Si, 4.0965, 6.79, 5.4647, -0.0001, 0.0002, -0.0006
Si, 6.7931, -1.3827, 5.4586, 0.0001, 0.0002, -0.0002
Si, -1.3312, 1.3584, 5.4876, -0.0002, 0.0004, -0.0002
Si, 6.7858, 4.1024, 5.4314, 0, 0.0002, 0.0002
Si, 9.4975, -4.0654, 5.4298, -0.0001, 0, 0.0002
Si, 2.7091, 0.0102, 6.7728, -0.0002, 0, -0.0004
Si, 5.4371, 2.7266, 6.7739, -0.0001, 0.0003, -0.0006
Si, 2.7356, 5.4294, 6.8183, -0.0001, 0.0002, -0.0005
Si, 5.4479, -2.7357, 6.8279, -0.0003, 0.0002, -0.0009
Si, -2.7114, -0.0159, 6.8083, -0.0003, 0, -0.0007
Si, 0.0247, 2.7063, 6.8404, 0.0001, 0.0003, -0.0006
Si, 8.1465, -5.4265, 6.7882, 0, 0.0004, -0.0007
Si, -0.0101, -2.704, 6.7753, -0.0004, 0, -0.0007
Si, 1.3784, 1.3416, 8.1867, 0, 0.0002, 0.0002
Si, 4.103, 4.0684, 8.1702, 0.0002, 0.0003, -0.0001
Si, 1.3524, 6.8156, 8.1267, 0.0005, 0.0007, -0.0001
Si, 4.0618, -1.3469, 8.1207, -0.0002, 0.0001, -0.0004
Si, 6.7924, 1.3663, 8.1264, 0, 0.0003, -0.0002
Si, -1.3708, 4.0898, 8.1303, -0.0003, 0, -0.0002
Si, 6.8099, -4.0946, 8.1846, 0.0002, 0, 0
Si, -1.3433, -1.3657, 8.1707, 0.0002, 0, 0
Si, 0.014, -0.0141, 9.5484, -0.0001, -0.0001, -0.0002
Si, 2.7539, 2.702, 9.5248, 0.0002, 0.0003, -0.0009
Si, -0.0095, 5.4518, 9.4686, -0.0003, 0.0003, -0.0001
Si, 2.7147, -2.7018, 9.4836, -0.0004, -0.0002, -0.0002
Si, 5.4051, 0.0212, 9.4661, -0.0003, 0.0005, -0.0002
Si, 8.1493, 2.7293, 9.4821, -0.0002, 0.0003, 0.0001
Si, 5.4561, 5.4204, 9.5507, -0.0002, 0.0002, 0.0001
Si, 8.1753, -2.7266, 9.52, 0.0002, 0.0003, -0.001
O, -0.7933, 1.0598, -1.2962, -0.0009, 0.0004, 0.0007
O, -0.0311, -5.3002, -0.3041, -0.0004, 0.0001, -0.0004
O, 2.3467, -2.3849, 16.2687, -0.0001, 0.0004, -0.0011
O, -1.9411, -5.3666, -7.6338, 0, -0.0002, 0.0002
O, -2.6662, 2.6691, -0.4335, 0.0002, -0.0004, 0.0015
O, 3.9188, 1.8332, -1.1519, -0.0002, -0.0009, 0.0014
O, 5.5037, 0.0037, -0.2857, 0, 0.0001, -0.0003
O, 4.126, -4.1052, 15.3995, -0.0003, 0.0009, -0.0013
O, -2.1255, -3.2241, 16.0625, -0.002, 0.0001, -0.0023
O, -0.331, -5.0798, 16.3826, 0.0017, -0.0005, -0.0031
O, 5.083, 1.0002, -5.2029, -0.0006, -0.0003, 0.0004
O, -1.2913, -4.5633, -5.207, -0.0005, -0.0009, 0.0005
O, 3.9824, -4.3602, -1.5585, -0.0007, 0.0002, 0.0021
O, 6.4684, 4.368, -1.3231, 0.0003, -0.0006, 0.0012
O, 3.8409, -3.5334, -4.142, -0.001, -0.0004, 0.0003
O, 0.5145, -1.1984, -1.1336, 0.0004, -0.0005, 0.0014
O, 2.2823, 0.1256, 17.0336, -0.0026, 0.0026, -0.0075
O, -1.1221, -3.5463, 18.4723, 0.0019, 0.0019, -0.0016
O, 7.9465, 3.2126, 16.1727, 0.0003, -0.0002, -0.0013
O, 5.7083, 2.6712, 20.4637, -0.0011, -0.0002, 0.0009
O, 0.164, -0.9325, -6.1307, -0.0009, -0.0009, 0.0017
O, 7.3966, 1.9922, -5.7563, 0.0004, 0.0003, -0.0006
O, 2.5775, -2.6298, -0.3788, 0.0004, 0.0006, -0.0005
O, 6.963, -1.4832, 15.3503, 0.001, 0.0004, -0.0004
O, 3.8622, -3.6525, 19.7237, -0.0003, -0.0003, -0.0003
O, -0.8805, 2.1688, 21.5541, -0.0014, 0.0002, 0.0002
O, 4.1123, 1.2564, 18.4569, -0.0038, 0.0002, -0.0053
O, -0.3618, 5.0987, -3.1242, 0.0001, -0.0004, 0.001
O, 5.3444, -0.0953, 16.6635, -0.0003, -0.0004, -0.0032
O, 5.6681, 1.3175, -7.7308, -0.0001, 0.0002, 0.0002
O, -1.3225, 1.3105, 15.3289, 0, 0, 0.0002
O, 1.0386, 3.2944, -4.1618, -0.0005, 0.0009, 0.0021
O, 7.3545, -1.5745, -1.2336, -0.0011, 0.0001, 0.0012
O, 2.2696, -4.9815, 21.4503, -0.0006, 0.0002, -0.0003
O, 2.685, 2.6663, -6.1995, -0.0009, -0.0003, 0.0003
O, 2.273, -3.2369, -6.32, -0.0002, 0.0001, -0.0004
O, 5.9697, 5.0126, 16.0967, -0.0006, 0.0013, -0.002
O, 5.2061, 3.4188, -6.2384, -0.0005, -0.0001, 0.0001
O, -1.8206, 4.6471, 21.2791, -0.0007, -0.001, -0.0002
O, -2.4667, 2.7554, 19.6147, -0.001, -0.0002, -0.0002
O, -1.6268, 3.7574, -5.1046, -0.0002, -0.0003, 0.0004
O, 1.7496, 0.8104, -2.1286, -0.001, -0.0005, 0.0001
O, -1.729, -3.5169, -1.191, -0.0005, -0.0001, 0.0008
O, 4.9399, -1.1917, 19.123, 0.0001, 0.0011, -0.0012
O, -1.8871, 2.8716, -7.5935, -0.0005, 0.0002, 0.0002
O, -1.0393, -2.9662, -7.2655, -0.0004, 0, 0.001
O, 0.2508, -0.8247, 15.7552, 0.0063, 0.0025, 0.0032
O, -0.2882, -0.2205, -3.5163, 0.0002, 0.0003, 0.0016
O, 4.7396, -3.3686, -6.7295, -0.0005, 0.0001, -0.0003
O, -2.5499, -2.5205, -3.4885, -0.0001, -0.0009, 0.0015
O, 2.6602, 4.7773, 19.1769, -0.001, -0.0008, 0.0003
O, 3.286, 2.3533, 16.139, -0.0024, -0.0014, -0.0001
O, 7.876, 5.1545, -3.4552, -0.0014, 0.0001, 0.0002
O, 6.1705, -1.2149, -7.3449, -0.0003, -0.0002, 0
O, 3.8653, -1.286, -5.3545, -0.0002, -0.0003, 0.0004
O, 6.4188, 3.5946, 18.2064, 0.0004, 0.0001, 0.0003
O, 6.6826, -3.9722, -1.9983, 0.0005, 0.0005, 0.003
O, 0.6615, -1.6275, 18.136, 0.0104, 0.0022, -0.0111
O, 3.1238, 5.1934, -6.2591, -0.0002, -0.0004, -0.0006
O, -2.7174, -5.3884, 17.4913, 0.0013, 0.0009, -0.0006
O, 3.3179, 2.318, -3.6186, -0.0002, -0.0001, 0.0005
O, 5.166, 5.234, -3.4075, -0.0002, -0.0003, 0.0017
O, 4.1423, -0.0902, -3.0169, -0.0008, 0.0001, 0.0006
O, 1.5861, 0.8154, -4.924, -0.0007, -0.0003, 0.0013
O, 7.0801, -3.1443, -5.7849, -0.0005, -0.0008, 0.0001
O, 0.0504, -2.0926, 20.5596, 0.0005, -0.0005, -0.0017
O, 1.3913, 4.0805, 15.4231, 0, 0.0013, 0.0001
O, 6.2918, -1.1208, -4.2511, -0.0004, -0.0003, 0.001
O, 1.308, -3.9418, 19.21, -0.0003, 0.0002, -0.0004
O, 6.6474, 0.9295, 18.7708, -0.0016, -0.0009, -0.0018
O, -2.3179, -1.1012, -5.7501, -0.0004, -0.0009, 0.0002
O, 2.6388, -1.4533, 20.4402, -0.0005, -0.0003, 0.0001
O, 1.3442, 3.8146, -1.5098, -0.0003, -0.0002, 0.0016
O, 2.8585, 2.7005, 20.6712, -0.0004, -0.0011, -0.0007
O, 0.5931, -5.0647, -7.033, -0.0005, -0.0006, 0.0005
O, -0.9236, 1.3544, -5.6153, -0.0003, -0.0001, -0.0007
O, 0.2672, 3.6909, 19.8823, -0.0001, -0.0012, -0.0006
O, 1.7851, 2.4155, 18.2923, 0.0005, -0.0022, -0.0027
O, 4.8924, -2.1217, 21.6353, 0.0001, -0.0009, 0
O, 2.3775, 5.384, -3.3109, -0.0003, -0.0003, 0.002

Results
free energy: -127503.397 eV
free energy less fixed offsets of O -570.45, Si -639.56 eV per atom: -3.717 eV

The program warned: the cutoff lies below the one the program advises for these potential files; the forces do not sum to zero within the program's tolerance; empty levels may hold ghost states of the PAW files; the exchange-correlation potential is rough where the density is thin.
